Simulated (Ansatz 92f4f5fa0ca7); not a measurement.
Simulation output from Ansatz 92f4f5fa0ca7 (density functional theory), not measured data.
Periodic cell of 130 atoms, Si86O44, from a study of silicon, its oxide and their interface. The atomic structure is a simulated model.

Settings: functional r2SCAN; potential files Ansatz norm-conserving; basis plane waves; wave-function cutoff 1300 eV; density cutoff ratio 4; exchange-correlation grid ratio 1; k mesh 2 x 2 x 1, shifted by 0.5 0.5 0.5 of a step; self-consistency stop 5e-08 eV per atom in the density residual; occupations Fermi-Dirac, 0.05 eV; spin none; net charge 0.

Cell vectors (angstrom)
a  10.88  0  0
b  0  10.88  0
c  0  0  19.7166

Atoms: element, x, y, z (angstrom)
Si  0.7968  -0.7643  -0.5039
Si  3.0701  2.312  0.2491
Si  -0.5106  5.6356  -0.2239
Si  2.6631  8.2904  0.1373
Si  5.016  0.006  0.3905
Si  7.8461  2.7745  0.6129
Si  5.5563  4.5851  -0.1419
Si  7.6499  7.4202  -0.3392
Si  1.5855  0.9029  1.3001
Si  4.1429  4.0141  1.6436
Si  1.2943  6.716  1.3375
Si  3.6549  9.5301  1.7634
Si  6.6233  1.2008  1.6061
Si  9.2664  4.1863  1.4718
Si  6.4444  6.3896  1.3076
Si  9.6969  9.7048  0.7944
Si  -0.15  2.6596  2.4918
Si  2.5192  -0.066  3.1056
Si  -0.2952  8.3025  2.4475
Si  2.8816  5.6568  2.6498
Si  5.4766  2.6915  3.1132
Si  8.0471  -0.1462  2.3936
Si  5.4034  7.9288  2.4809
Si  7.9671  5.7919  2.9862
Si  1.3839  4.0234  3.8109
Si  3.9674  1.4088  4.3088
Si  0.8008  9.5682  4.1351
Si  4.1727  6.9065  4.1412
Si  6.9293  4.1357  4.1908
Si  9.4121  1.2963  3.8731
Si  6.8333  9.4049  3.8746
Si  9.4624  7.0661  4.1604
Si  -0.0986  0.082  5.7324
Si  2.5281  2.9586  5.4937
Si  -0.0502  5.3812  5.1157
Si  2.522  8.0752  5.2801
Si  5.4299  -0.1741  5.4292
Si  8.1163  2.5962  5.4386
Si  5.4587  5.3603  5.5951
Si  8.0324  8.2149  5.5979
Si  1.0709  1.5301  7.1504
Si  4.0381  4.0152  6.9684
Si  1.0122  6.7887  6.5958
Si  3.9262  9.4022  6.4575
Si  6.6439  1.3475  6.8468
Si  9.5244  4.1653  6.7391
Si  6.7264  6.7989  6.9695
Si  9.4225  9.4293  6.9278
Si  0.0278  2.8623  8.6752
Si  2.6335  -0.0385  8.1778
Si  0.2034  8.6446  8.3948
Si  2.765  5.643  8.0847
Si  5.7167  2.8718  8.3667
Si  8.1143  0.0182  8.2181
Si  5.2068  8.167  7.9592
Si  8.4691  5.6703  8.4713
Si  1.5883  4.217  9.6467
Si  4.4591  1.363  9.4976
Si  1.8717  9.3063  9.8801
Si  3.5906  7.2664  9.3357
Si  7.007  4.4313  9.7728
Si  9.4656  1.3977  9.5888
Si  6.7204  9.4145  9.2876
Si  9.9353  7.3537  10.1046
Si  0.7017  0.1754  11.3395
Si  2.9399  2.5408  10.9191
Si  0.4896  5.8291  11.3776
Si  4.6598  4.6945  12.3889
Si  5.7592  -0.1954  10.9731
Si  8.2311  3.4541  11.5932
Si  5.4165  5.9804  10.4121
Si  6.9949  7.7004  11.0236
Si  6.0072  5.9183  14.8824
Si  4.0819  4.2769  16.9157
Si  2.7522  6.8712  13.2727
Si  7.3501  1.1311  13.4265
Si  8.3317  12.9709  17.4558
Si  -0.9356  0.691  13.7016
Si  4.8876  -2.0335  12.689
Si  -0.9912  3.7368  13.1564
Si  4.3988  -2.5956  15.2
Si  -0.067  11.7662  16.5567
Si  1.3087  3.5512  17.5773
Si  8.1437  4.355  15.7528
Si  16.0967  -2.4898  18.1465
Si  6.0195  13.1286  15.8658
O  0.3542  -0.0222  -1.827
O  -2.3481  -2.1025  -0.1643
O  4.2967  1.4533  -0.5377
O  4.7243  -1.355  -5.6653
O  0.3008  4.731  -1.4228
O  -1.8515  6.3937  -0.7195
O  2.4188  4.3057  -2.8394
O  4.1181  7.5859  -0.6161
O  9.2701  4.1869  -5.1299
O  4.7472  -1.8575  -3.017
O  8.6245  1.6508  -0.5321
O  8.7292  3.5466  -2.7071
O  4.7353  4.8985  -1.4757
O  4.768  5.2143  -3.9791
O  6.5655  7.5112  -1.5591
O  0.0621  0.1599  15.1046
O  3.8014  3.3082  12.0959
O  1.8359  1.2365  11.4625
O  5.7606  7.467  14.8428
O  0.1274  4.7496  12.6171
O  -2.1281  2.1453  10.8096
O  1.324  6.8955  12.3656
O  3.3216  5.3946  13.178
O  4.4528  -0.9719  11.5211
O  6.5147  0.1664  12.3609
O  8.6794  7.5546  11.0821
O  6.6469  8.3287  12.5808
O  9.2947  1.1229  16.7529
O  7.3103  2.793  12.7055
O  -4.1258  3.6323  15.5367
O  5.9911  5.1125  13.437
O  0.6769  2.3998  16.5938
O  2.065  2.8234  18.7868
O  7.4154  5.8079  15.7823
O  3.0627  7.4305  14.7876
O  6.8552  3.6986  19.0706
O  10.5195  11.1422  10.0572
O  17.7098  12.4649  17.1164
O  -0.5718  -0.2946  12.4729
O  -0.2119  2.1079  13.5399
O  5.8865  1.2234  14.5243
O  4.5843  2.8112  16.4448
O  5.5535  -0.9805  18.9198
O  -6.9447  7.5919  12.2763

Results
free energy: -30536.156 eV
free energy less fixed offsets of O -463.61, Si -117.95 eV per atom: 6.384 eV
pressure: -2.23 GPa
stress xx, yy, zz, yz, xz, xy (GPa, positive in tension): 2.99, 0.97, 2.73, 1.46, 1.61, -0.92

Forces (eV/angstrom), in the order of the atoms: element, x, y, z
Si  0.6516  0.0904  2.6903
Si  0.3864  -0.4379  -0.265
Si  0.7232  -2.4757  0.2575
Si  -0.1885  -0.5529  -0.4883
Si  -0.6826  2.0482  -2.1613
Si  -0.6804  -1.3506  -5.1611
Si  0.6831  -0.1217  1.556
Si  3.3339  -0.2985  0.0116
Si  -1.575  0.705  -0.6062
Si  -0.0367  -1.702  -1.5041
Si  -1.0445  1.0406  -1.3523
Si  2.2222  -0.8463  -0.8765
Si  -2.8253  1.6105  -0.1541
Si  1.5386  2.034  0.778
Si  1.0938  -0.635  -1.0921
Si  -2.4456  -1.5992  -0.7802
Si  1.3877  -0.6514  -0.0251
Si  -0.7728  0.8027  1.4672
Si  1.0136  -0.5917  0.6781
Si  -0.8792  -1.4655  0.6285
Si  -0.4651  -0.0976  -1.0952
Si  3.556  -0.9051  1.6786
Si  -1.0365  2.4867  1.5769
Si  0.4828  -1.8026  -1.5144
Si  -0.2036  0.9244  -0.455
Si  -0.1677  -0.3778  0.6556
Si  2.4915  -0.4529  0.1852
Si  -0.1213  -1.0822  0.3437
Si  -0.7993  0.0396  0.8506
Si  0.0773  -0.5259  1.2526
Si  -0.4141  -0.3526  0.4387
Si  0.0446  -0.4189  -0.4988
Si  -1.5729  0.0127  -1.1762
Si  0.2537  -2.1018  1.3814
Si  -0.6987  -0.0401  0.5919
Si  -1.4841  0.3892  -0.4166
Si  0.0105  1.5644  -1.0546
Si  0.6665  0.3177  0.3688
Si  -0.422  0.1301  -0.3733
Si  -0.1826  -0.4444  -0.6474
Si  1.9076  -0.184  -1.1938
Si  0.9563  1.0159  -0.1314
Si  2.0286  0.3622  2.0508
Si  -0.6939  0.6868  2.0578
Si  1.0899  -0.5018  -0.1799
Si  0.062  -0.5226  1.2208
Si  1.134  -0.9839  0.1072
Si  0.6046  2.1172  0.6538
Si  -0.9708  1.587  -2.5686
Si  1.8425  0.2089  0.0353
Si  -0.7134  -2.031  -0.4284
Si  -2.1983  -1.2434  -1.0455
Si  -0.5589  0.3741  -0.5286
Si  -0.0918  0.3664  -0.6368
Si  -0.4076  1.2672  0.2225
Si  0.4406  0.4545  -1.4437
Si  0.4462  0.8161  1.6678
Si  -1.0857  -0.822  1.0632
Si  0.8411  0.2283  -0.6695
Si  0.8835  0.7376  0.9899
Si  -0.2351  -0.1519  -0.9726
Si  -0.4748  -0.3892  -1.1304
Si  -0.3111  -0.6304  1.2018
Si  -0.2346  -2.441  -1.5547
Si  -2.1412  -3.4221  -1.1541
Si  -0.3693  -0.5719  -0.702
Si  0.8891  -0.7099  0.2527
Si  -0.8279  2.2171  0.8838
Si  -0.7522  1.9327  -2.2995
Si  -0.3122  0.3374  -0.4795
Si  -0.5987  -0.3096  1.513
Si  1.0893  1.3135  0.8418
Si  -0.2991  -3.6796  1.6326
Si  0.2385  0.584  -2.9403
Si  0.5863  -0.6444  -3.0218
Si  -3.5565  1.7763  -0.6898
Si  -1.6796  -1.5276  5.8431
Si  0.97  -0.8462  2.424
Si  2.8965  -1.457  -3.8617
Si  1.3175  -1.1982  0.6348
Si  2.3528  2.7067  0.5649
Si  2.7584  0.3983  0.4841
Si  -3.5909  -1.0003  2.945
Si  0.3246  0.7158  -0.6752
Si  -0.2919  3.0062  1.7552
Si  -2.0113  -0.9799  -0.0744
O  0.255  1.0674  -2.8937
O  0.4347  1.2182  0.9047
O  -0.1047  -1.5612  2.3679
O  -2.2145  -0.5359  4.4662
O  -0.3318  -0.2299  -0.0391
O  -1.012  0.6934  -0.4348
O  4.8544  2.7432  -2.5911
O  -1.4698  1.4501  -0.8848
O  -0.2477  0.3032  0.165
O  -1.5527  -2.5941  -1.5142
O  -1.0931  3.0749  -1.7921
O  0.6664  1.9293  0.3487
O  -0.809  0.0263  -0.0638
O  -0.6008  1.153  0.3363
O  0.164  0.2712  -0.5612
O  -1.6044  0.3607  -1.1302
O  0.9414  -0.7015  0.1303
O  1.2763  2.529  0.5203
O  -1.1081  0.5277  0.3618
O  -0.0163  0.2393  -0.284
O  0.2612  -1.2782  -0.2281
O  1.8292  0.7416  1.3729
O  0.7662  -1.0696  0.045
O  -0.0785  -0.9708  0.6664
O  1.9934  1.1212  0.2603
O  -1.6386  0.2789  1.1379
O  -3.1131  0.1471  -2.3902
O  -0.5292  -1.5111  -1.5058
O  -1.5903  -3.6864  2.7068
O  -0.1892  -2.3037  -1.443
O  -1.2698  0.0694  -0.5053
O  -0.5407  -0.8164  0.6397
O  0.1324  -0.1615  0.5904
O  0.8709  0.6487  -0.905
O  -0.5814  1.2202  0.2741
O  0.3743  -0.546  2.5163
O  1.1304  -0.0458  1.317
O  0.1263  0.3296  -0.7961
O  2.2259  0.8217  -0.6061
O  -1.7883  3.8248  -1.3762
O  3.3998  1.596  0.798
O  0.0048  -1.0516  0.0942
O  -0.2707  -1.8104  -0.4459
O  -1.1215  0.663  2.0123
